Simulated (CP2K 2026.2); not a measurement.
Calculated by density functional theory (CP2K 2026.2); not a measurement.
Periodic cell of 504 atoms, Si360O144, from a study of silicon, its oxide and their interface. The atomic structure is a simulated model.
Doubt: the forces sum to 1.23 eV/angstrom along one axis rather than to zero, so they err by at least 0.0024 eV/angstrom per atom on average; the grid cutoff is modest.

Settings
functional: PBE
method: Gaussian and plane waves
basis set: DZVP-MOLOPT-SR-GTH
pseudopotentials: GTH-PBE
grid cutoff: 350 Ry, relative cutoff 50 Ry
k points: Gamma only
occupations: fixed
spin: none
net charge: 0

Cell vectors (angstrom)
a	16.32	0	0
b	0	16.32	0
c	3.8174	-7.8523	33.1928

Atoms and the computed forces on them: element, x, y, z (angstrom), force x, y, z (eV/angstrom)
Si	1.753	14.68	0.27	-0.279	0.056	0.746
Si	4.308	1.029	0.067	-0.105	0.209	0.733
Si	5.061	-3.497	33.143	0.122	-0.302	0.65
Si	4.287	6.524	0.064	-0.105	0.222	0.754
Si	1.15	9.805	0.414	-0.019	-0.071	0.677
Si	3.84	12.371	0.329	0.18	-0.104	0.756
Si	6.521	15.112	0.016	0.222	-0.078	0.706
Si	13.487	-6.577	33.04	-0.221	0.143	0.747
Si	10.349	-3.519	33.185	0.176	-0.127	0.765
Si	13.118	-0.652	33.144	0.12	-0.298	0.704
Si	6.97	9.344	0.051	-0.229	0.147	0.738
Si	13.58	4.014	33.189	-0.17	0.3	0.705
Si	15.67	7.444	33.091	0.166	-0.169	0.793
Si	14.736	1.408	0.111	0.158	0.033	0.668
Si	16.43	-4.118	32.911	-0.216	0.31	0.741
Si	15.371	6.646	0.084	-0.285	0.031	0.677
Si	12.017	9.675	0.331	0.173	-0.053	0.725
Si	15.224	11.913	0.179	-0.079	0.133	0.661
Si	2.822	-0.033	1.541	0.009	-0.005	-0.079
Si	5.426	2.707	1.299	-0.014	0.023	-0.04
Si	2.739	5.412	1.413	0	0.014	-0.038
Si	5.408	8.159	1.342	-0.009	-0.015	-0.046
Si	2.671	10.942	1.711	-0.006	0.007	-0.037
Si	5.464	13.594	1.462	-0.003	-0.002	-0.058
Si	8.142	0.034	1.204	0.006	-0.002	-0.03
Si	10.92	2.782	1.148	-0.004	-0.021	-0.041
Si	8.176	5.505	1.209	-0.029	0.027	-0.063
Si	10.801	8.128	1.508	-0.034	-0.003	-0.057
Si	8.153	10.863	1.382	0.004	-0.001	-0.053
Si	10.828	13.611	1.209	0.019	-0.012	-0.053
Si	13.448	-0.026	1.379	-0.015	-0.02	-0.045
Si	16.399	2.676	1.206	-0.006	0.028	-0.04
Si	13.631	5.421	1.123	0.014	-0.031	-0.067
Si	16.341	8.15	1.571	0	0.01	-0.036
Si	13.631	10.856	1.515	-0.003	0.003	-0.029
Si	16.311	13.603	1.397	0.027	-0.006	-0.077
Si	1.365	1.371	2.702	-0.02	0.011	0.008
Si	4.068	4.008	2.727	0.017	-0.002	0.034
Si	1.438	6.789	2.819	0	-0.007	0.016
Si	4.103	9.482	2.805	0.017	-0.009	0.014
Si	1.29	12.333	2.93	-0.033	0.013	0.06
Si	4.157	14.943	2.883	-0.002	-0.019	0.049
Si	6.831	1.378	2.648	0.007	-0.003	0.018
Si	9.553	4.124	2.552	-0.038	-0.028	-0.004
Si	6.812	6.804	2.683	0.015	0.017	0.03
Si	9.467	9.527	2.819	-0.012	0.013	0.039
Si	6.836	12.23	2.755	-0.015	-0.019	0.018
Si	9.471	14.961	2.608	0.008	0	0.015
Si	12.156	1.414	2.678	0.019	0.034	0.032
Si	14.993	4.068	2.577	-0.003	-0.002	0.028
Si	12.268	6.705	2.636	0.054	0.005	0.001
Si	14.924	9.47	2.88	-0.001	0.016	0.029
Si	12.225	12.322	2.69	-0.027	0.007	0.029
Si	14.894	14.962	2.689	0.014	-0.005	0.027
Si	16.287	0.013	4.034	0.007	-0.02	0.006
Si	2.706	2.697	4.104	0.017	-0.004	0.006
Si	16.314	5.401	4.05	-0.016	-0.009	-0.026
Si	2.765	8.142	4.177	-0.008	-0.009	0.022
Si	16.284	10.876	4.197	0.012	0.003	-0.014
Si	2.726	13.643	4.218	-0.011	0.005	0.002
Si	5.519	0.044	4.117	-0.006	-0.005	-0.007
Si	8.204	2.751	3.973	0.008	-0.002	-0.002
Si	5.453	5.414	4.04	-0.003	0.013	-0.021
Si	8.12	8.142	4.125	-0.011	0.001	-0.004
Si	5.469	10.869	4.116	-0.004	0.011	-0.005
Si	8.182	13.623	4.071	0.003	0.021	-0.001
Si	10.819	0.01	4.012	0.006	-0.008	-0.009
Si	13.605	2.742	3.996	0.011	0	-0.027
Si	10.89	5.404	4.016	-0.007	0.017	0.003
Si	13.544	8.075	4.109	-0.002	-0.004	0.012
Si	10.881	10.924	4.072	0.009	-0.004	-0.012
Si	13.577	13.622	4.097	-0.008	-0.01	0.004
Si	17.648	-1.355	16.279	-0.002	-0.006	-0.016
Si	4.09	1.365	16.316	0.014	0.006	-0.005
Si	17.68	4.055	16.311	-0.009	0.004	-0.006
Si	4.128	6.811	16.32	-0.001	0.004	-0.008
Si	17.696	9.535	16.273	0	-0.007	-0.007
Si	4.121	12.244	16.311	0.007	0.004	-0.007
Si	6.789	-1.358	16.335	-0.015	-0.006	-0.011
Si	9.518	1.371	16.354	0.007	-0.001	-0.002
Si	6.813	4.108	16.334	0	0.013	-0.012
Si	9.515	6.788	16.358	0.008	0.001	-0.002
Si	6.797	9.513	16.343	-0.008	0.003	0.003
Si	9.521	12.24	16.327	-0.012	0.011	-0.011
Si	12.231	-1.361	16.311	0.016	0.003	-0.016
Si	14.971	1.341	16.317	-0.001	-0.018	-0.011
Si	12.209	4.096	16.342	0.007	-0.015	-0.004
Si	14.944	6.797	16.279	-0.01	0.008	-0.012
Si	12.203	9.501	16.311	0	-0.017	-0.007
Si	14.946	12.242	16.286	0	0.013	-0.016
Si	2.662	0.027	17.622	0.006	0.003	-0.018
Si	5.465	2.734	17.667	-0.016	-0.008	0.009
Si	2.765	5.415	17.613	0.007	-0.017	0.005
Si	5.471	8.15	17.749	-0.002	-0.015	0.006
Si	2.786	10.848	17.633	-0.006	-0.011	-0.016
Si	5.443	-2.712	17.718	0.003	-0.013	0.026
Si	8.153	-0.01	17.694	-0.02	0.002	-0.005
Si	10.842	2.761	17.731	-0.015	0.007	0.015
Si	8.164	5.437	17.749	-0.004	-0.02	-0.005
Si	10.876	8.139	17.718	-0.005	0.014	0.02
Si	8.139	10.903	17.682	0.007	0.016	0.006
Si	10.887	-2.72	17.686	0.013	-0.006	0
Si	13.614	-0.032	17.662	0.004	0.003	0
Si	16.315	2.701	17.693	0.003	-0.007	0.002
Si	13.592	5.462	17.67	0.003	0.029	-0.002
Si	16.295	8.192	17.587	0.013	-0.002	0.012
Si	13.536	10.912	17.62	-0.003	0.003	-0.005
Si	16.327	-2.746	17.643	-0.006	0.009	0.011
Si	17.666	1.337	19.07	0.011	0.001	-0.002
Si	4.069	4.039	19.03	-0.019	0.018	-0.036
Si	17.727	6.845	18.853	0.013	0.019	-0.036
Si	4.122	9.55	19.086	0.005	0.009	-0.021
Si	17.741	-4.123	18.941	-0.006	0.017	-0.035
Si	3.975	-1.337	18.965	0.002	-0.022	-0.017
Si	6.842	1.404	19.04	-0.005	0.022	-0.019
Si	9.478	4.094	19.184	0.002	-0.028	-0.023
Si	6.817	6.775	19.144	-0.007	0.006	0.014
Si	9.481	9.528	19.024	-0.005	-0.001	-0.032
Si	6.839	-4.052	19.109	0.012	-0.006	-0.038
Si	9.511	-1.388	19.039	-0.027	0	-0.001
Si	12.283	1.394	18.977	0.031	-0.018	-0.04
Si	14.966	4.114	19.007	-0.008	-0.009	-0.009
Si	12.253	6.78	19.094	-0.001	0.008	-0.01
Si	14.895	9.552	18.916	0.012	-0.017	-0.014
Si	12.214	-4.091	19.07	0.019	-0.012	-0.002
Si	14.931	-1.454	19.025	-0.016	-0.015	-0.04
Si	16.3	-0.086	20.357	0.02	-0.028	0.055
Si	2.685	2.713	20.447	0.014	0.004	0.059
Si	16.395	5.521	20.207	0.001	-0.001	0.046
Si	2.716	8.137	20.311	-0.002	-0.01	0.052
Si	16.341	10.836	20.209	0.01	0.021	0.059
Si	2.685	-2.749	20.358	-0.003	-0.014	0.044
Si	5.32	0.093	20.221	-0.025	0.033	0.028
Si	8.161	2.659	20.59	0.018	0.004	0.053
Si	5.441	5.344	20.439	0.003	-0.027	0.04
Si	8.179	8.196	20.468	0.011	0.007	0.05
Si	5.472	10.903	20.494	0.002	-0.007	0.062
Si	8.239	-2.707	20.521	0.003	-0.018	0.053
Si	10.907	0.003	20.27	0.014	0.029	0.046
Si	13.6	2.788	20.379	-0.012	0	0.064
Si	10.897	5.445	20.531	-0.008	-0.006	0.045
Si	13.584	8.262	20.369	-0.037	0.011	0.033
Si	10.803	10.899	20.403	-0.029	0.008	0.041
Si	13.626	-2.852	20.477	0.026	0.003	0.045
Si	17.35	-1.729	21.669	0.129	0.084	-0.792
Si	4.215	1.5	21.771	-0.172	-0.113	-0.699
Si	17.896	4.422	21.623	-0.04	-0.141	-0.713
Si	3.841	6.56	21.619	0.131	0.124	-0.738
Si	17.405	9.264	21.551	0.187	0.054	-0.723
Si	4.386	-3.696	21.679	-0.285	-0.362	-0.685
Si	6.569	-1.364	21.463	0.281	0.059	-0.642
Si	9.883	1.467	21.766	-0.277	-0.001	-0.65
Si	6.453	3.726	21.859	0.165	0.116	-0.708
Si	9.84	7.159	21.771	-0.078	-0.155	-0.724
Si	7.037	9.747	21.836	-0.213	-0.125	-0.78
Si	9.317	-4.365	21.914	0.106	0.242	-0.707
Si	12.442	-1.153	21.573	-0.213	-0.374	-0.638
Si	14.71	1.12	21.559	0.327	0.248	-0.688
Si	12.025	3.806	21.831	0.134	0.176	-0.739
Si	15.235	7.072	21.483	-0.091	0.022	-0.708
Si	12.016	9.428	21.727	0.231	0.078	-0.679
Si	15.271	-4.081	21.718	-0.265	-0.051	-0.671
Si	5.899	-3.857	30.097	-0.027	-0.044	0.16
Si	4.624	0.095	28.952	0.015	0.111	0.03
Si	13.51	7.949	25.394	0.028	-0.046	-0.098
Si	17.963	6.982	25.633	0.036	-0.014	-0.023
Si	18.685	9.75	24.253	0.055	-0.075	-0.007
Si	13.887	-0.302	30.198	0.137	-0.004	0.117
Si	13.866	5.354	23.825	-0.006	-0.015	-0.134
Si	3.731	3.11	28.559	-0.034	0.036	0.073
Si	2.817	-0.418	23.91	0.001	0.043	-0.165
Si	16.598	-2.674	27.146	-0.069	-0.057	0.046
Si	4.517	-3.001	24.481	-0.101	-0.079	-0.103
Si	9.837	-4.243	24.934	0.079	0.032	-0.017
Si	17.855	4.156	30.538	0.013	-0.004	0.065
Si	7.49	-2.649	25.341	-0.078	0.171	-0.021
Si	18.46	-0.543	30.399	0.113	-0.068	0.06
Si	11.968	-4.859	30.795	0.058	-0.082	0.152
Si	6.833	-1.544	28.234	-0.041	-0.041	-0.084
Si	13.929	10.359	23.909	0.055	0.092	-0.174
Si	10.459	4.138	26.01	-0.18	-0.062	-0.035
Si	12.946	-2.761	28.699	-0.052	0.026	0.013
Si	7.357	-6.52	30.277	0.016	-0.003	0.177
Si	15.031	4.115	27.965	-0.114	0.035	0.045
Si	9.017	4.732	28.781	-0.066	0.039	0.091
Si	5.975	5.286	28.562	-0.041	0.061	0.052
Si	17.63	3.006	26.999	-0.009	0.056	-0.116
Si	10.87	6.583	30.215	-0.043	-0.064	0.151
Si	19.028	-4.414	26.372	-0.015	-0.052	-0.08
Si	4.735	6.472	26.006	-0.081	0.023	-0.061
Si	8.152	2.259	25.767	0.107	-0.017	-0.014
Si	19.476	-4.882	29.26	-0.016	0.057	-0.037
Si	10.56	9.127	25.964	0.015	-0.034	-0.024
Si	12.954	2.439	26.406	-0.066	-0.054	0.043
Si	10.328	9.386	29.147	-0.085	-0.034	0.05
Si	8.851	2.731	31.165	-0.029	-0.033	0.229
Si	16.65	4.412	24.406	0.022	0.134	-0.05
Si	9.101	0.365	27.978	0.068	-0.021	-0.063
Si	5.4	7.43	30.475	0.078	0.011	0.093
Si	11.718	1.52	29	0.106	0.093	-0.049
Si	12.852	4.279	30.098	0.036	-0.085	0.102
Si	17.153	0.256	26.246	0.016	-0.238	-0.145
Si	14.645	0.849	24.469	-0.003	-0.012	-0.08
Si	6.763	4.729	24.823	0.066	-0.01	-0.171
Si	16.908	-3.233	30.07	-0.061	-0.077	0.017
Si	15.488	7.027	27.475	0.052	0.025	-0.027
Si	5.06	8.468	23.861	0.006	0	-0.189
Si	16.429	1.46	30.68	-0.092	0.02	0.107
Si	14.062	-3.83	25.961	0.028	0.07	0.054
Si	9.207	6.563	24.755	-0.021	0.021	-0.022
Si	8.148	-0.093	23.795	0.095	-0.078	-0.042
Si	6.695	0.563	31.312	0.049	0.015	0.124
Si	16.71	6.97	30.149	0.03	-0.047	0.158
Si	19.148	8.672	30.545	-0.088	-0.052	0.079
Si	12.841	-1.54	24.451	-0.059	0.126	-0.051
Si	10.947	-1.755	26.678	-0.041	-0.081	0.019
Si	1.327	15.02	5.475	-0.007	0.002	0.013
Si	4.096	1.363	5.452	-0.007	-0.005	0.01
Si	1.346	4.065	5.442	-0.007	0.01	0.015
Si	4.122	6.756	5.471	0.015	0.008	0
Si	1.37	9.511	5.495	0.007	0.01	0.008
Si	4.094	12.222	5.485	0.001	-0.003	0.009
Si	6.839	14.972	5.458	-0.008	0	0.021
Si	9.502	1.374	5.393	-0.007	-0.015	0.004
Si	6.832	4.072	5.386	0.003	-0.006	0.008
Si	9.536	6.775	5.407	0.002	-0.006	0.012
Si	6.797	9.511	5.493	0.001	-0.006	0.002
Si	9.531	12.266	5.445	-0.001	-0.003	0.009
Si	12.205	15.002	5.409	0.006	0.007	0.004
Si	14.938	1.377	5.396	0.005	0.011	0.002
Si	12.246	4.066	5.397	0.012	-0.006	-0.001
Si	14.957	6.754	5.437	0.008	-0.003	0.01
Si	12.211	9.51	5.427	-0.001	0.015	0.003
Si	14.908	12.252	5.49	0.007	-0.004	0.011
Si	2.721	0.025	6.823	-0.011	0.003	0.004
Si	5.462	2.736	6.784	-0.001	-0.012	-0.005
Si	2.718	5.42	6.805	-0.002	-0.001	-0.001
Si	5.446	8.141	6.837	-0.008	0.001	0.005
Si	2.73	10.872	6.843	-0.002	-0.012	0.005
Si	5.46	13.608	6.809	0.001	0.008	-0.003
Si	8.178	0.023	6.805	-0.006	0	0
Si	10.885	2.708	6.762	0.005	-0.007	0
Si	8.175	5.422	6.775	0.007	0.007	-0.003
Si	10.861	8.153	6.79	-0.001	0.011	-0.004
Si	8.173	10.893	6.807	-0.006	0.005	0.004
Si	10.883	13.626	6.801	-0.001	0.004	-0.001
Si	13.583	0.021	6.773	-0.003	-0.001	0.002
Si	16.304	2.708	6.791	-0.002	0.004	-0.001
Si	13.588	5.417	6.793	0.004	0.006	0.002
Si	16.309	8.132	6.805	-0.003	0.001	0.002
Si	13.567	10.86	6.816	0.005	-0.005	-0.003
Si	16.299	13.619	6.815	0.002	-0.001	-0.004
Si	1.354	1.376	8.171	0.007	0.002	-0.001
Si	4.09	4.073	8.16	0	0.009	-0.003
Si	1.36	6.786	8.165	0.003	0.005	0
Si	4.082	9.504	8.189	-0.008	-0.002	0.005
Si	1.352	12.25	8.165	0.005	-0.002	-0.001
Si	4.083	-1.357	8.161	-0.014	-0.009	-0.004
Si	6.803	1.369	8.157	-0.001	-0.014	-0.001
Si	9.53	4.066	8.138	-0.004	0.001	-0.007
Si	6.824	6.78	8.162	-0.003	0.012	-0.004
Si	9.519	9.518	8.162	0.003	-0.004	0.001
Si	6.812	12.247	8.171	-0.009	0	-0.01
Si	9.526	-1.343	8.167	0.01	0.013	-0.003
Si	12.233	1.365	8.15	0.004	-0.001	0.003
Si	14.95	4.068	8.158	-0.005	-0.006	0
Si	12.237	6.796	8.145	0.01	0	-0.007
Si	14.951	9.505	8.159	0.002	0.006	-0.001
Si	12.225	12.245	8.164	-0.008	-0.006	-0.005
Si	14.935	-1.34	8.156	0.004	0.002	-0.012
Si	16.309	0.007	9.516	0.008	-0.002	-0.006
Si	2.724	2.724	9.527	-0.009	-0.004	-0.001
Si	16.314	5.429	9.519	0	-0.002	-0.007
Si	2.713	8.148	9.533	0.002	0.006	0.004
Si	16.313	10.875	9.514	0.003	-0.005	0.001
Si	2.722	13.603	9.52	0	0.002	0.003
Si	5.444	0.006	9.518	-0.007	0.008	-0.002
Si	8.168	2.722	9.516	0.002	-0.006	-0.003
Si	5.448	5.434	9.521	-0.006	0.006	-0.007
Si	8.165	8.155	9.521	-0.005	0	0.003
Si	5.448	10.881	9.523	-0.002	-0.01	-0.006
Si	8.165	13.612	9.527	0	0.002	-0.005
Si	10.882	0.01	9.525	0.006	-0.015	-0.001
Si	13.59	2.718	9.518	0.005	0.001	-0.001
Si	10.88	5.434	9.505	0	0.008	-0.005
Si	13.593	8.149	9.52	-0.002	0.004	0.002
Si	10.873	10.882	9.524	0	0.009	-0.001
Si	13.59	13.606	9.519	0.005	-0.003	-0.003
Si	1.357	-1.355	10.868	-0.007	-0.002	0
Si	4.085	1.362	10.882	-0.011	-0.009	0
Si	1.359	4.081	10.885	0.009	0.01	0
Si	4.087	6.794	10.882	-0.002	0.005	0.003
Si	1.352	9.517	10.881	0.002	-0.001	0.002
Si	4.084	12.24	10.879	-0.002	-0.002	0.001
Si	6.801	-1.352	10.885	-0.005	-0.007	0.001
Si	9.52	1.365	10.886	0.003	-0.004	0
Si	6.807	4.077	10.882	-0.004	0.005	-0.002
Si	9.525	6.792	10.872	0.005	0.004	-0.005
Si	6.804	9.518	10.877	-0.008	0.005	0
Si	9.518	12.244	10.885	0.001	-0.013	0.005
Si	12.23	-1.358	10.883	-0.005	0.012	0.004
Si	14.952	1.363	10.878	-0.005	-0.003	-0.002
Si	12.234	4.08	10.878	0.008	-0.004	-0.002
Si	14.955	6.79	10.882	0.013	-0.001	0
Si	12.235	9.518	10.876	0.003	0.003	0.001
Si	14.955	12.241	10.871	0.007	0.002	0.001
Si	2.722	-0.003	12.23	0.001	0.002	-0.002
Si	5.447	2.72	12.246	-0.003	-0.002	0.001
Si	2.726	5.436	12.241	-0.005	0	-0.001
Si	5.447	8.161	12.236	0.001	0.004	0.001
Si	2.721	10.879	12.233	-0.004	-0.006	0.007
Si	5.445	-2.722	12.242	-0.01	-0.001	0.006
Si	8.159	0.008	12.248	0.001	0.004	-0.001
Si	10.878	2.726	12.247	-0.001	-0.001	0.002
Si	8.168	5.438	12.238	-0.001	0.012	0.002
Si	10.873	8.157	12.234	-0.001	-0.001	0.001
Si	8.16	10.878	12.239	-0.006	0	0.003
Si	10.872	-2.715	12.249	0.005	-0.001	0.007
Si	13.586	0.009	12.235	0.016	-0.014	0
Si	16.313	2.72	12.239	0.001	-0.007	0.005
Si	13.593	5.433	12.243	-0.011	-0.002	0.004
Si	16.318	8.151	12.242	-0.004	0.005	0.001
Si	13.595	10.881	12.232	0.004	0	0.003
Si	16.319	-2.717	12.225	0.01	0.01	0.004
Si	17.686	1.36	13.583	0.005	-0.015	0.005
Si	4.092	4.088	13.605	-0.01	0.007	0.008
Si	17.684	6.789	13.602	0.016	0.001	0
Si	4.084	9.519	13.591	-0.005	0	0.004
Si	17.686	12.251	13.586	-0.013	0.009	0.006
Si	4.08	-1.361	13.595	-0.002	-0.004	0
Si	6.802	1.365	13.615	-0.002	-0.004	0.002
Si	9.516	4.079	13.61	0.007	-0.004	0.003
Si	6.82	6.81	13.592	-0.01	-0.002	0.002
Si	9.508	9.51	13.6	0.002	0.002	0.001
Si	6.81	12.238	13.604	0.005	-0.013	0.001
Si	9.515	-1.35	13.612	-0.015	0.002	0.001
Si	12.236	1.366	13.611	0.001	-0.001	0
Si	14.945	4.066	13.607	0.008	0.006	0.008
Si	12.226	6.797	13.593	0.007	0.014	-0.001
Si	14.955	9.519	13.589	0.001	-0.006	0.001
Si	12.23	12.233	13.598	0.01	0.001	0.009
Si	14.947	-1.357	13.573	-0.007	0.009	-0.005
Si	16.308	0.002	14.92	0.001	0.004	-0.006
Si	2.729	2.715	14.947	0.004	-0.005	0.003
Si	16.317	5.421	14.952	-0.003	0.001	-0.005
Si	2.738	8.149	14.952	-0.008	0.001	0.006
Si	16.32	10.891	14.93	0.005	-0.006	0.002
Si	2.729	-2.72	14.961	0.005	0.005	-0.001
Si	5.436	-0.006	14.96	-0.003	-0.004	-0.011
Si	8.16	2.724	14.982	-0.014	0.008	0.007
Si	5.47	5.457	14.95	0.008	0.008	-0.008
Si	8.163	8.155	14.985	0.002	-0.003	-0.002
Si	5.453	10.867	14.954	-0.008	0.004	-0.002
Si	8.159	-2.714	14.974	0.002	0.002	0.002
Si	10.871	0.016	14.973	-0.001	-0.01	-0.004
Si	13.583	2.72	14.992	0.004	-0.012	-0.001
Si	10.868	5.447	14.967	-0.009	0.008	0
Si	13.581	8.164	14.941	0.004	0.001	-0.001
Si	10.859	10.872	14.953	0.008	-0.007	0.004
Si	13.591	-2.711	14.939	0.003	0.006	0
O	10.923	-4.167	31.813	-0.143	-0.049	-0.305
O	16.298	-2.884	22.19	0.137	0.133	0.281
O	9.953	4.405	27.516	0.276	-0.082	0.145
O	10.951	2.627	22.271	0.109	0.068	0.233
O	8.258	-4.064	25.234	-0.401	-0.614	0.005
O	17.965	10.071	22.849	-0.062	0.483	-0.066
O	6.985	-0.418	22.728	-0.363	0.17	0.158
O	2.722	5.482	22.139	-0.032	-0.186	0.599
O	5.33	2.598	22.277	0.031	-0.006	0.335
O	3.903	-2.393	32.818	-0.061	-0.063	-0.322
O	17.976	-1.067	23.003	-0.296	-0.009	0.204
O	7.029	3.42	25.742	-0.272	0.082	0.191
O	3.872	2.973	32.935	0.019	0.148	-0.29
O	11.153	-5.654	29.663	-0.086	0.192	-0.409
O	3.859	7.556	30.008	-0.151	-0.408	-0.397
O	6.401	9.084	23.195	0.236	-0.137	0.389
O	16.323	8.148	22.077	-0.16	-0.238	0.349
O	17.408	-1.746	30.399	-0.083	0.169	-0.061
O	8.189	3.762	32.201	0.242	0.229	-0.276
O	16.447	1.03	32.241	0.363	-0.363	0.075
O	14.755	2.907	32.937	0.047	0.161	-0.16
O	15.576	-3.284	26.058	0.24	0.2	-0.425
O	9.45	0.497	23.023	0.275	-0.15	0.221
O	18.309	4.601	32.03	-0.246	0.174	-0.055
O	10.983	8.255	22.238	-0.154	-0.078	0.381
O	12.995	4.311	31.704	-0.217	0.268	-0.192
O	13.504	0.056	21.771	-0.127	0.026	-0.043
O	17.131	3.895	22.955	-0.258	-0.358	0.189
O	18.983	-0.351	31.912	-0.017	0.627	0.119
O	18.057	-3.203	26.761	0.141	0.427	0.077
O	11.965	-1.546	23.092	-0.445	-0.207	0.032
O	12.919	-5.854	31.674	-0.017	-0.163	-0.191
O	14.977	5.523	27.191	-0.365	0.005	-0.282
O	10.182	2.121	31.861	0.374	0.202	-0.342
O	15.088	0.795	30.03	0.103	0.223	-0.203
O	5.249	5.216	25.111	-0.294	-0.425	-0.205
O	6.603	-2.56	29.462	0.476	0.301	0.168
O	5.385	6.331	27.476	-0.225	0.498	0.058
O	4.146	1.554	28.491	-0.186	-0.004	-0.334
O	11.551	-2.126	28.144	-0.206	-0.093	0.185
O	9.154	6.644	23.147	-0.495	-0.096	0.028
O	11.935	0.421	32.795	-0.113	-0.193	-0.544
O	4.069	-3.754	25.831	0.431	0.142	0.25
O	10.815	6.515	31.837	0.1	-0.53	0.056
O	10.331	-5.743	25.271	-0.01	0.014	-0.048
O	14.56	6.208	22.66	0.155	-0.155	-0.022
O	5.89	1.316	32.462	-0.015	0.14	-0.175
O	13.85	-0.938	31.702	0.244	-0.606	-0.17
O	10.543	-3.125	25.892	0.148	-0.351	0.086
O	3.992	-3.941	23.251	-0.272	-0.526	0.209
O	5.788	-3.815	31.717	0.143	-0.298	-0.144
O	6.982	4.368	23.26	0.539	0.138	-0.123
O	12.199	1.463	27.451	-0.237	-0.303	-0.129
O	17.242	5.891	24.684	-0.08	0.203	-0.317
O	7.666	1.099	24.761	-0.288	0.151	-0.066
O	10.364	5.513	25.176	0.62	0.181	-0.26
O	13.909	-5.343	25.416	-0.236	-0.221	0.33
O	10.041	-3.959	23.332	0.498	0.127	0.01
O	7.284	-2.313	26.899	-0.056	-0.093	0.081
O	4.486	7.278	22.927	0.27	-0.265	0.119
O	5.481	-0.715	27.845	-0.084	-0.057	-0.601
O	17.579	1.42	27.265	0.21	-0.119	0.614
O	19.15	3.479	29.849	0.272	-0.2	0.471
O	14.925	-5.042	23.011	0.191	0.013	0.213
O	15.028	4.42	24.462	-0.051	-0.497	0.481
O	12.553	10.267	23.034	-0.307	0.36	0.306
O	6.768	-5.148	29.672	0.105	0.027	-0.434
O	3.556	0.771	23.084	0.105	-0.03	0.201
O	17.225	3.384	25.494	-0.064	-0.138	-0.232
O	5.311	7.597	32.069	-0.193	0.545	-0.018
O	13.94	-1.537	29.134	0.542	0.006	-0.355
O	18.167	-4.209	29.893	-0.095	-0.074	0.115
O	8.376	-1.477	24.613	0.244	-0.191	0.185
O	9.221	8.376	32.77	-0.124	0.245	-0.248
O	14.283	2.985	27.116	0.184	-0.135	0.072
O	12.516	0.483	29.923	-0.188	-0.073	0.348
O	9.222	-2.412	32.744	-0.084	0.099	-0.186
O	7.381	-0.767	31.911	0.073	-0.18	-0.34
O	17.547	-5.301	32.679	-0.087	0.095	-0.156
O	14.577	8.585	32.634	-0.137	0.127	-0.472
O	6.582	5.629	33.02	0.172	-0.155	-0.292
O	17.41	5.543	29.823	0.136	-0.084	-0.54
O	9.186	3.528	29.825	0.348	-0.218	-0.274
O	9.49	6.085	29.532	-0.248	0.472	0.064
O	7.432	-6.312	31.884	-0.427	0.263	-0.052
O	11.998	3.678	26.024	0.288	0.498	0.024
O	10.176	1.019	28.995	-0.178	0.103	0.398
O	19.661	-0.8	29.361	0.018	-0.567	-0.219
O	7.826	1.561	30.766	-0.039	-0.074	-0.29
O	17.701	8.24	30.001	-0.152	0.327	-0.373
O	12.018	-1	25.724	0.173	0.693	0.152
O	5.487	-2.504	21.885	0.072	0.03	0.311
O	16.158	-3.184	28.632	-0.64	-0.342	-0.034
O	10.331	9.311	27.546	-0.339	-0.138	0.017
O	16.711	-1.065	27.064	-0.141	0.349	0.165
O	13.297	6.422	24.894	-0.112	-0.028	0.281
O	8.806	-6.84	29.664	-0.04	-0.146	-0.156
O	16.199	6.855	31.674	0.209	-0.225	0.026
O	12.781	-3.7	30.007	0.486	0.127	0.266
O	5.927	5.985	30.016	0.08	-0.305	0.586
O	14.186	-0.682	24.263	0.306	-0.321	-0.17
O	12.691	4.435	23.189	-0.058	0.088	0.453
O	9.511	8.017	25.398	-0.288	0.165	-0.007
O	14.319	4.261	29.41	0.45	0.086	0.156
O	12.075	5.641	29.697	0.374	0.123	-0.239
O	5.606	0.197	30.215	-0.135	-0.294	-0.014
O	15.527	7.255	29.079	-0.562	0.168	0.095
O	11.992	3.008	29.578	-0.311	0.149	0.016
O	19.727	-6.253	30.027	0.284	0.016	0.194
O	14.282	8.798	24.222	0.125	-0.229	-0.086
O	13.389	1.664	25.07	-0.258	-0.066	-0.311
O	18.411	0.076	25.254	0.245	0.085	0.098
O	19.144	3.498	27.273	0.064	0.229	-0.264
O	18.356	-5.377	25.275	-0.279	0.064	-0.003
O	3.957	9.635	23.996	0.103	0.343	-0.243
O	4.415	-3.913	29.471	-0.239	0.47	-0.409
O	15.147	1.517	23.082	0.37	0.306	0.038
O	16.64	3.068	30.631	-0.551	0.036	-0.136
O	15.876	0.825	25.471	-0.17	0.393	0.141
O	7.989	-0.523	28.739	-0.06	0.169	0.391
O	7.507	4.907	28.263	-0.024	-0.152	-0.334
O	13.286	-3.045	24.787	0.05	-0.443	-0.262
O	16.999	7.224	26.912	0.312	0.303	0.197
O	6.108	-2.821	24.558	0.21	-0.197	-0.207
O	5.302	7.837	25.326	0.234	0.432	0.305
O	16.589	3.683	28.035	0.056	-0.036	0.503
O	14.426	7.99	26.734	-0.012	0.302	0.208
O	7.782	5.937	25.22	-0.263	0.19	0.447
O	16.022	-3.696	31.361	-0.543	0.298	-0.18
O	13.467	-3.656	27.45	-0.191	-0.418	0.215
O	18.116	8.356	24.818	-0.176	-0.156	-0.134
O	17.711	0.807	29.968	0.379	0.429	-0.68
O	8.152	10.857	22.306	0.158	0.143	0.524
O	12.066	8.609	25.686	-0.018	0.165	0.181
O	19.08	-7.475	32.151	0.235	-0.382	0.088
O	6.36	8.588	29.9	-0.09	-0.108	-0.62
O	11.095	8.105	29.762	0.319	0.005	0.149
O	19.314	-5.261	27.705	0.262	-0.719	-0.03
O	9.796	-0.652	26.923	-0.025	-0.065	-0.497
O	3.119	6.491	26.086	-0.075	-0.175	0.141
O	3.894	-1.527	24.333	0.342	0.347	-0.033
O	5.098	3.944	28.563	0.115	-0.167	-0.16
O	9.556	2.962	25.333	0.155	-0.321	-0.609
O	8.344	1.583	27.219	-0.416	0.097	0.297

Results
total energy: -101656.761 eV
total energy less fixed offsets of O -438.35, Si -107.03 eV per atom: -3.561 eV
